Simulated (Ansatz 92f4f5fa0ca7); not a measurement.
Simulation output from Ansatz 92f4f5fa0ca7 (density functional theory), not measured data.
Periodic cell of 287 atoms, Si197O90, from a study of silicon, its oxide and their interface. The atomic structure is a simulated model.
Doubt: the cutoff is far below the 930 eV that the study's wrapper takes by default for these files, so forces and energies are approximate.
This geometry differs little from another in the collection (a relaxation step or a small displacement).

Settings
functional: PBE
potential files: Ansatz PAW
basis: plane waves
wave-function cutoff: 580 eV
density cutoff ratio: 5
exchange-correlation grid ratio: 1
k mesh: 1 x 1 x 1, Gamma-centred
self-consistency stop: 5e-08 eV per atom in the density residual
occupations: fixed
spin: none
net charge: 0

Cell vectors (angstrom)
a 10.938 0 0
b 0 10.938 0
c 0 0 43.132

Atoms: element, x, y, z (angstrom)
Si 0 0 41.08
Si 5.469 0 41.08
Si 2.7345 2.7345 41.08
Si 8.2035 2.7345 41.08
Si 0 5.469 41.08
Si 5.469 5.469 41.08
Si 2.7345 8.2035 41.08
Si 8.2035 8.2035 41.08
Si 1.3673 1.3673 42.4473
Si 6.8362 1.3673 42.4473
Si 4.1018 4.1018 42.4473
Si 9.5708 4.1018 42.4473
Si 1.3673 6.8362 42.4473
Si 6.8362 6.8362 42.4473
Si 4.1018 9.5708 42.4473
Si 9.5708 9.5708 42.4473
Si 2.7345 0 38.3455
Si 8.2035 0 38.3455
Si 0 2.7345 38.3455
Si 5.469 2.7345 38.3455
Si 2.7345 5.469 38.3455
Si 8.2035 5.469 38.3455
Si 0 8.2035 38.3455
Si 5.469 8.2035 38.3455
Si 4.1018 1.3673 39.7128
Si 9.5708 1.3673 39.7128
Si 1.3673 4.1018 39.7128
Si 6.8362 4.1018 39.7128
Si 4.1018 6.8362 39.7128
Si 9.5708 6.8362 39.7128
Si 1.3673 9.5708 39.7128
Si 6.8362 9.5708 39.7128
Si 0 0 3.417
Si 5.469 0 3.417
Si 2.7345 2.7345 3.417
Si 8.2035 2.7345 3.417
Si 0 5.469 3.417
Si 5.469 5.469 3.417
Si 2.7345 8.2035 3.417
Si 8.2035 8.2035 3.417
Si 1.3673 1.3673 4.7843
Si 6.8362 1.3673 4.7843
Si 4.1018 4.1018 4.7843
Si 9.5708 4.1018 4.7843
Si 1.3673 6.8362 4.7843
Si 6.8362 6.8362 4.7843
Si 4.1018 9.5708 4.7843
Si 9.5708 9.5708 4.7843
Si 2.7345 0 0.6825
Si 8.2035 0 0.6825
Si 0 2.7345 0.6825
Si 5.469 2.7345 0.6825
Si 2.7345 5.469 0.6825
Si 8.2035 5.469 0.6825
Si 0 8.2035 0.6825
Si 5.469 8.2035 0.6825
Si 4.1018 1.3673 2.0497
Si 9.5708 1.3673 2.0497
Si 1.3673 4.1018 2.0497
Si 6.8362 4.1018 2.0497
Si 4.1018 6.8362 2.0497
Si 9.5708 6.8362 2.0497
Si 1.3673 9.5708 2.0497
Si 6.8362 9.5708 2.0497
Si 10.5829 0.2255 30.3287
Si 5.7314 10.6779 30.2017
Si 2.4732 2.9135 30.1059
Si 8.4213 2.465 30.2843
Si 0.2685 5.1667 30.2144
Si 5.1494 5.7488 30.1537
Si 2.928 8.0075 30.0556
Si 7.9334 8.4343 30.1992
Si 1.3228 1.3824 31.5046
Si 6.8397 1.3104 31.5751
Si 4.0385 4.105 31.4494
Si 9.6001 4.0615 31.5443
Si 1.3904 6.8284 31.4567
Si 6.7619 6.851 31.4923
Si 4.0934 9.5361 31.4561
Si 9.4594 9.5707 31.6095
Si 2.7221 -0.0109 32.8107
Si 8.1522 -0.0168 33.0138
Si 0.0004 2.7207 32.9497
Si 5.4356 2.7426 32.8225
Si 2.7194 5.4677 32.8853
Si 8.1798 5.469 32.82
Si -0.0118 8.1818 32.8329
Si 5.4298 8.2016 32.907
Si 4.0774 1.3659 34.203
Si 9.5674 1.3557 34.3042
Si 1.3583 4.114 34.2724
Si 6.8214 4.0966 34.2043
Si 4.0875 6.8178 34.2606
Si 9.5506 6.8266 34.2117
Si 1.3609 9.5589 34.2028
Si 6.7772 9.5499 34.3124
Si 0.0104 -0.0232 35.6173
Si 5.4258 0.0129 35.6234
Si 2.7315 2.7309 35.6044
Si 8.1829 2.7417 35.6121
Si -0.025 5.4745 35.6106
Si 5.4697 5.456 35.6046
Si 2.7166 8.198 35.6006
Si 8.195 8.187 35.6143
Si 1.3688 1.3613 36.9764
Si 6.8231 1.3659 36.9776
Si 4.1024 4.0929 36.975
Si 9.5586 4.1006 36.9792
Si 1.354 6.8353 36.975
Si 6.8331 6.8223 36.9795
Si 4.0804 9.5645 36.9798
Si 9.5673 9.5588 36.9778
Si 2.744 0.0036 6.1632
Si 8.2036 0.0077 6.1447
Si 0.0019 2.7388 6.1606
Si 5.4813 2.7364 6.1544
Si 2.7417 5.4899 6.1406
Si 8.2134 5.4658 6.1616
Si 0.0111 8.1996 6.1503
Si 5.4735 8.2118 6.1605
Si 4.1306 1.3683 7.5303
Si 9.5683 1.3574 7.5231
Si 1.3795 4.1335 7.5
Si 6.8538 4.0887 7.5345
Si 4.1103 6.8355 7.527
Si 9.5873 6.8394 7.5243
Si 1.3881 9.5485 7.5229
Si 6.8357 9.6 7.5211
Si -0.0011 -0.0325 8.8573
Si 5.4946 0.0164 8.9437
Si 2.778 2.7916 8.8343
Si 8.1964 2.6984 8.9223
Si 0.0284 5.4823 8.9038
Si 5.4851 5.468 8.8803
Si 2.7721 8.2093 8.9216
Si 8.2118 8.2303 8.8505
Si 1.3968 1.3944 10.099
Si 6.8487 1.354 10.3814
Si 4.1591 4.0891 10.2763
Si 9.5817 4.0875 10.2302
Si 1.417 6.8359 10.2932
Si 6.8309 6.8905 10.2004
Si 4.1382 9.5823 10.3175
Si 9.5617 9.554 10.2605
Si 2.7492 0.1173 11.5299
Si 8.2116 -0.0579 11.7352
Si 0.0325 2.6752 11.509
Si 5.4786 2.7317 11.7647
Si 2.8193 5.481 11.6518
Si 8.1802 5.4829 11.5116
Si 0.0156 8.1925 11.6269
Si 5.532 8.2267 11.7012
Si 3.8383 1.578 13.0736
Si 9.8425 1.1462 12.9211
Si 1.6317 3.8026 12.7799
Si 6.6558 4.4223 12.9507
Si 4.4102 6.6387 13.0156
Si 9.3693 6.9531 12.8767
Si 1.1443 9.9253 12.7646
Si 7.1618 9.233 13.138
O 8.3089 8.0884 13.3828
O 2.7168 2.7395 13.4266
O 9.5188 1.3508 29.729
O 4.0469 6.8647 29.5886
O 0.0334 0.0338 13.428
O 5.5332 5.5185 13.5026
O 6.8418 9.5651 29.6621
O 1.3627 4.0564 29.6319
O 3.8661 7.3946 14.4029
O 0.8084 4.3776 14.068
O 9.8155 6.1817 14.2733
O 2.1156 9.3911 13.9734
O 7.5108 3.933 14.2757
O 4.2707 0.929 14.5409
O 6.7352 9.563 14.6935
O 9.2116 1.8642 14.2656
O 7.7083 3.1501 28.9757
O 10.4953 5.8397 28.9011
O 5.0869 0.4307 28.8607
O 5.8604 5.0911 28.8246
O 3.0978 2.2008 28.7431
O 2.2932 8.7164 28.6845
O 8.6149 7.7487 28.8635
O 0.2366 10.3379 29.0568
Si 4.384 1.5692 27.9349
Si 3.4911 7.9332 19.4982
Si 7.1185 0.9614 20.1325
Si 0.94 9.3556 27.9864
Si 1.1823 4.3111 17.3489
Si 6.2675 8.9674 20.785
Si 0.6794 1.3698 17.764
Si 8.6208 4.9538 25.9768
Si 0.329 5.7167 14.8295
Si 5.1013 3.1259 23.409
Si 0.8846 3.7482 22.2139
Si 10.4016 2.8512 24.6964
Si 5.2834 1.1864 15.8186
Si 0.8834 0.1796 25.3133
Si 6.6475 9.4645 16.3316
Si 9.3371 9.6811 23.7912
Si 9.3924 9.2501 18.0371
Si 6.5668 3.8449 28.0499
Si 2.4441 8.0734 14.8479
Si 10.5893 7.3712 22.5447
Si 2.511 6.2951 22.046
Si 10.178 4.4937 19.6563
Si 6.1371 9.1885 23.9812
Si 7.9718 2.5775 15.0479
Si 8.8816 2.1473 17.9202
Si 5.338 6.2482 23.5333
Si 3.9199 0.5602 24.9327
Si 4.2796 3.8429 17.5184
Si 5.545 6.6063 17.6048
Si 8.0128 2.5083 22.6855
Si 4.3601 2.4834 20.4339
Si 1.54 1.2151 20.7258
Si 1.5729 9.416 17.5122
Si 8.0527 6.8552 19.3334
Si 10.3806 9.8396 20.9542
Si 9.8023 7.0134 28.0175
Si 8.1076 5.4877 22.8744
O 6.0489 7.9634 16.7578
O 6.0193 9.2086 22.3635
O 7.681 1.3671 18.6627
O 0.8962 1.7491 19.3342
O 9.4269 6.2597 22.3486
O 6.762 6.2068 18.6041
O 5.1311 4.6634 24.0763
O 9.2291 2.1629 23.7407
O 2.3639 0.1006 24.544
O 9.4083 10.2343 22.2311
O 2.7904 4.437 17.1792
O 5.0634 10.3256 24.5714
O 9.4267 3.2429 18.9644
O 0.4552 1.7687 25.4267
O 3.1542 1.3645 20.5326
O 8.1627 5.3779 24.4876
O 3.8918 6.6023 22.8596
O 4.5766 3.2857 21.8532
O 9.0647 5.6706 19.7792
O 5.4438 2.76 27.6045
O 10.6743 4.1518 21.1539
O 0.3425 3.8711 23.7495
O 10.4225 10.5209 24.6831
O 9.644 10.0294 19.4955
O 10.897 8.1261 27.5576
O 1.1921 2.1648 21.9975
O 9.7304 3.7543 25.8836
O 8.1321 4.0362 22.1457
O -0.0393 9.1064 17.3744
O 6.5855 2.4212 23.4754
O 5.5836 10.7205 16.6645
O 7.748 9.5956 24.3103
O 10.0303 1.0264 17.5291
O 1.3199 6.9583 14.5316
O 0.6258 4.7676 18.8188
O 5.7053 7.6264 24.4484
O 5.2379 5.0899 16.9878
O 2.7151 6.9886 20.5849
O 0.9126 2.7465 16.9339
O 0.8606 10.6882 21.0179
O 2.4077 8.5863 16.384
O 4.7006 2.4351 16.7419
O 4.2529 3.5136 19.1483
O 2.2015 4.6858 21.9549
O 10.7044 8.2524 21.1651
O 6.9293 10.294 20.1359
O 2.3437 8.9576 18.8952
O 8.0324 1.5252 21.3762
O 4.1294 6.9997 18.3237
O 4.1768 2.0135 24.1901
O 7.2845 4.418 26.7223
O 8.4147 2.9309 16.5728
O 1.1788 6.8668 22.8267
O 5.6534 1.5773 20.2263
O 8.1325 9.7603 17.0564
O 9.1965 6.2904 26.6998
O 8.961 7.719 18.3221
O 1.6544 0.1224 17.3471
O 6.6428 6.1522 22.5286
O 7.3989 7.8051 20.5072
O 1.2096 10.2961 26.6898
O 10.0319 8.2037 23.8237
O 3.944 0.853 26.5455
O 0.3414 5.3371 16.3978
O 6.7009 1.576 15.111
O 4.7789 8.7091 20.1503

Results
free energy: -176420.516 eV
free energy less fixed offsets of O -568.88, Si -635.61 eV per atom: -6.146 eV

Forces (eV/angstrom), in the order of the atoms: element, x, y, z
Si -0.0009 -0.0171 0.0004
Si -0.0062 0.0034 -0.0014
Si -0.005 -0.0122 -0.0045
Si -0.0096 0.001 -0.0019
Si -0.0116 -0.001 -0.0021
Si 0.0039 -0.011 -0.0026
Si -0.0075 0 -0.0048
Si 0.0022 -0.0084 -0.003
Si -0.004 0.008 -0.0038
Si 0.0081 -0.0054 0.0026
Si -0.0041 0.0068 -0.0027
Si 0.006 -0.0057 0.0017
Si 0.0042 -0.0022 0
Si -0.0017 0.0082 -0.0026
Si 0.0055 -0.0005 0.0014
Si -0.007 0.0082 -0.0001
Si -0.0516 -0.008 0.0809
Si -0.0188 -0.0047 -0.0639
Si -0.026 -0.0223 -0.0555
Si -0.0117 0.0021 0.0619
Si -0.0228 -0.0102 -0.0841
Si -0.0197 -0.0223 0.0855
Si -0.0233 -0.0207 0.0609
Si -0.0219 -0.0066 -0.064
Si 0.0127 -0.0021 -0.004
Si 0.005 0.0047 -0.0007
Si 0.005 0.0073 -0.0054
Si 0.0068 0.0033 0.0026
Si 0.0025 0.0066 -0.0038
Si 0.0054 0.0062 -0.0004
Si -0.0176 0.0317 0.0013
Si 0.0045 0.0068 -0.0042
Si -0.0004 -0.0118 0.0039
Si -0.0016 -0.0012 0.0116
Si -0.0069 0.0028 0.0063
Si -0.0077 -0.0102 -0.0012
Si 0.0167 -0.0137 0.005
Si -0.001 -0.0146 0.0052
Si -0.0305 0.0082 -0.0031
Si 0.0163 -0.0194 0.0043
Si 0.0212 -0.0008 0.1013
Si 0.0243 0.0546 -0.0773
Si 0.0334 0 0.0415
Si 0.0254 -0.0126 0.015
Si 0.0057 0.0445 -0.1372
Si 0.0382 -0.002 0.1171
Si -0.0046 -0.0011 0.0359
Si 0.0382 -0.0146 0.0361
Si -0.0127 0.0049 -0.0042
Si 0.004 -0.0059 0.0055
Si 0.0075 -0.0078 0.0006
Si -0.0024 0.0015 0.0018
Si 0.0006 -0.0062 0.0035
Si -0.0048 0.002 -0.0043
Si -0.0028 0.0019 0.0006
Si 0.0036 -0.0085 0.0028
Si 0.0002 -0.0056 0.0029
Si 0.004 0.0144 0.0036
Si -0.0097 0.0046 0.0017
Si 0.0178 0.0085 0.0016
Si 0.0009 0.0112 0.0059
Si 0.0006 -0.0041 0.002
Si 0.0177 0.0042 -0.0002
Si -0.0026 0.0076 0.0058
Si 0.0003 -0.0003 -0.0001
Si 0.0026 -0.0036 -0.0005
Si -0.0003 0.002 0.0005
Si 0.0002 -0.0017 -0.0054
Si 0.0049 -0.0016 -0.0013
Si -0.0048 0.0038 0.0029
Si 0.0035 -0.0036 0.003
Si -0.002 0.002 0.0002
Si 0.0014 -0.0018 -0.0069
Si -0.0038 0.0022 -0.0042
Si -0.0004 0.0005 -0.0033
Si -0.0021 0.0031 -0.0048
Si 0.0002 0.0007 -0.0029
Si -0.0012 0.0007 -0.0048
Si 0.0003 -0.0002 -0.0036
Si 0.0017 -0.0016 -0.0055
Si 0.0003 -0.0002 0.0012
Si -0.001 -0.0021 0.0011
Si 0.0008 0.0001 0.0022
Si 0.0006 0.0009 0.0013
Si 0.0003 0.0005 -0.0012
Si -0.0003 0.0003 0.0011
Si 0.0008 -0.0001 0.0013
Si -0.0006 -0.0007 -0.0007
Si -0.0002 0.0001 -0.0015
Si -0.0012 0.0016 -0.0019
Si 0.0006 -0.0019 -0.001
Si -0.0005 -0.0017 -0.003
Si -0.0016 0.002 -0.0015
Si 0.0007 -0.0004 -0.0024
Si -0.0019 0.0004 -0.0025
Si 0.0005 -0.0019 -0.0021
Si 0.0038 -0.0011 0.0022
Si -0.0028 0.0017 0.0018
Si 0.0001 -0.0018 0.0027
Si -0.0011 0.0021 0.0026
Si -0.0018 0.003 0.003
Si 0.0021 -0.0018 0.003
Si 0.0009 0.0021 0.0029
Si 0.0004 -0.0017 0.0021
Si 0.002 -0.0008 -0.0002
Si -0.0012 0.0012 0.0008
Si -0.0003 0.0009 -0.0004
Si -0.0006 0.0001 -0.0001
Si -0.0003 -0.0014 0
Si -0.0009 0.0008 -0.0004
Si -0.0011 -0.0017 -0.0004
Si 0.0004 -0.0011 0.0006
Si 0.0032 -0.0024 -0.002
Si 0.0005 0.0006 -0.002
Si -0.0025 0.0022 -0.0019
Si 0.0011 -0.0004 -0.0025
Si 0.0042 -0.0026 -0.0023
Si -0.0005 0.0006 -0.0021
Si -0.0021 0.0006 -0.0034
Si -0.0023 0.0028 -0.0007
Si 0.0016 0.0001 -0.0055
Si -0.0025 -0.0009 -0.0054
Si -0.0027 0.0002 -0.002
Si -0.0005 -0.004 -0.0051
Si 0.0013 0.0014 -0.0045
Si 0 -0.0004 -0.002
Si 0.0027 0 -0.0019
Si -0.0018 0.0021 -0.0055
Si 0.0011 0.0057 0.0027
Si -0.0002 0.0011 -0.0011
Si 0.0008 -0.0047 0.003
Si 0.0005 -0.0004 0.0001
Si -0.0002 0.0001 0.0023
Si -0.0001 -0.0003 0.0033
Si -0.0004 0.0029 0.0031
Si -0.0007 -0.0046 0.001
Si -0.0002 -0.0021 -0.0067
Si -0.0014 0.0015 -0.0033
Si 0.0031 0.0027 -0.0082
Si -0.0008 0.0008 0.0008
Si -0.0014 -0.0005 -0.0024
Si 0.0044 0.0013 -0.0028
Si -0.0006 -0.0005 -0.001
Si 0.0006 -0.0006 -0.0057
Si 0.0021 -0.005 -0.0002
Si -0.0016 0.0018 0.0063
Si -0.0028 0.0041 0.0012
Si 0.0025 -0.0029 0.0049
Si -0.0016 0.0022 0.0043
Si -0.0007 0.0014 -0.0007
Si 0.0013 -0.0015 0.0044
Si -0.003 0.0007 -0.0025
Si 0.0004 0.0006 -0.001
Si 0.001 0.0008 -0.0014
Si -0.0023 -0.002 0.0001
Si -0.0016 0.0028 -0.004
Si 0.0043 0 -0.0042
Si -0.0059 0.0001 -0.0092
Si 0.001 0.0028 -0.002
Si 0.0004 -0.0032 -0.0043
O 0.0079 0.0069 0.0063
O 0.0042 0.0043 -0.0013
O 0.0004 0.0011 0.0004
O 0.0006 -0.0002 -0.0062
O -0.0036 -0.0044 0.0011
O -0.0055 -0.004 0.0031
O 0 0.0011 -0.0032
O -0.002 -0.0011 -0.0027
O -0.0012 0.0013 0.0007
O -0.0009 -0.0011 -0.0001
O 0.002 -0.0011 0.001
O 0.0018 -0.001 -0.0002
O 0.0021 -0.002 0.0013
O 0.0002 -0.0004 0.0012
O -0.0014 0.0015 0.0008
O -0.0004 0.0002 -0.0008
O -0.0002 0.0002 -0.0016
O -0.0009 0.0015 -0.0027
O -0.0017 0.0029 -0.0046
O 0.0029 -0.0028 -0.0053
O 0.001 -0.0008 -0.0042
O -0.0027 0.0024 -0.0051
O 0.002 -0.0015 -0.0052
O -0.0003 -0.0013 -0.0055
Si -0.0003 -0.0014 0.0004
Si 0.0003 -0.0001 0
Si 0.0002 0.0006 -0.0002
Si 0.0009 0.001 0.0003
Si 0 -0.0004 -0.0006
Si -0.0003 0.0002 0.0002
Si 0.0003 0.0006 -0.0002
Si -0.0002 0 0.0016
Si -0.001 0.0009 0.0014
Si 0.0001 -0.0004 -0.0002
Si 0.0004 0.0002 0.0008
Si 0.0005 0 0.0003
Si 0.0005 0.0006 -0.0006
Si -0.0004 0.0001 0.0005
Si -0.0009 0.0001 -0.0014
Si -0.0001 0.0003 0.0009
Si 0.0011 0.0002 0.0011
Si 0.0003 0.0019 0.0001
Si 0.001 0.0013 0.002
Si 0.0008 -0.0005 -0.0005
Si 0.0006 -0.0007 0
Si 0.0007 -0.0004 0.0003
Si -0.0003 -0.0007 0.0006
Si 0.0004 0.0013 0.0016
Si -0.0001 0 -0.0013
Si 0.0003 0.0014 0.0008
Si 0.0003 0.0002 0.0007
Si 0.0003 0.0009 0.0004
Si -0.0003 -0.0005 0
Si 0.0002 0.0004 -0.0002
Si -0.0001 0.0003 -0.0004
Si 0.0004 0.0001 0.0012
Si 0.0006 0.0002 -0.0004
Si -0.0002 0.0007 -0.0006
Si 0.0004 0.0003 -0.0002
Si -0.0022 -0.001 0.0007
Si -0.0005 0.0006 -0.0011
O 0.0008 0.0003 -0.0001
O 0.0003 0 -0.0011
O 0.0005 0.0004 -0.0006
O -0.0001 0.0007 -0.0013
O -0.0006 0.0002 -0.0013
O 0.0002 0.0005 -0.0002
O -0.0001 0.0002 -0.001
O 0.0001 0.0003 -0.0011
O 0 0.0002 -0.0015
O 0.0001 0.0002 -0.0008
O 0.0003 0.0005 -0.001
O -0.0006 0.0004 -0.0014
O 0.0003 -0.0002 0.0003
O 0.0002 0.0003 -0.002
O 0 0.0003 -0.0007
O 0.0005 -0.0003 -0.0018
O -0.0004 0.0005 -0.0002
O 0.0005 0.0005 -0.001
O 0.0001 0.0004 -0.0004
O -0.0002 0.0003 -0.0028
O -0.0007 0.0011 -0.0016
O -0.0002 0.0003 -0.0003
O 0.0004 0.0003 -0.0011
O 0 0.0002 -0.001
O 0.0002 0 -0.0023
O 0 0.0004 -0.0009
O -0.0004 0.0007 -0.0015
O 0.0001 0 -0.0012
O -0.0001 0.0002 -0.0006
O 0.0002 0.0006 -0.0012
O 0.0002 0.0004 -0.0005
O 0.0007 0.0002 -0.0012
O 0.0006 0.0001 -0.0008
O 0 -0.0002 -0.0005
O 0.0005 0.0001 -0.0005
O 0 -0.0003 -0.0009
O -0.0001 -0.0003 -0.0002
O 0.0003 0.0004 -0.0009
O 0.0005 0.0001 -0.0005
O 0 0.0007 -0.0013
O -0.0001 0.0003 0.0003
O 0.0002 -0.0002 -0.0007
O -0.0002 0.0004 -0.0007
O 0.0004 0.0003 -0.0004
O 0 0.0003 -0.0003
O 0.0002 0.0001 -0.0007
O 0 0.0003 -0.0006
O -0.0004 -0.0001 -0.0008
O 0.0005 0.0002 -0.0005
O 0.0002 0.0004 -0.0011
O 0.0002 -0.0001 -0.004
O -0.0001 0.0003 -0.0001
O -0.0005 0.0004 -0.0017
O 0.0002 -0.0006 -0.0009
O 0.0005 -0.0001 -0.0004
O 0.0002 0.0004 -0.004
O 0.0001 0.0001 -0.0007
O 0.0002 0.0002 0.0003
O 0.0005 -0.0004 -0.0008
O 0.0009 -0.0007 -0.0012
O -0.0003 0.0001 -0.003
O -0.0002 0.0002 -0.0017
O 0.0002 -0.0002 -0.0027
O 0.0002 0 0
O 0.0002 0.0002 -0.0003
O 0 -0.0004 -0.0005

The program warned: the cutoff lies below the one the program advises for these potential files; the forces do not sum to zero within the program's tolerance; the exchange-correlation potential is rough where the density is thin.
